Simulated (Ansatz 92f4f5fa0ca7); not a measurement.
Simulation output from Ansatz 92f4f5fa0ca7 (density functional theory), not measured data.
Periodic cell of 237 atoms, Si146O90As1, from a study of silicon, its oxide and their interface. The atomic structure is a simulated model.
Doubt: the cutoff is far below the 930 eV that the study's wrapper takes by default for these files, so forces and energies are approximate.
This geometry differs little from another in the collection (a relaxation step or a small displacement).

Settings
functional: PBE
potential files: Ansatz PAW
basis: plane waves
wave-function cutoff: 580 eV
density cutoff ratio: 5
exchange-correlation grid ratio: 1
k mesh: 1 x 1 x 1, Gamma-centred
self-consistency stop: 5e-08 eV per atom in the density residual
occupations: fixed
spin: none
net charge: +1 e, with a uniform compensating background and no finite-size correction

Cell vectors (angstrom)
a	11.6015	0	0
b	0	10.938	0
c	0	0	32.0622

Atoms and the computed forces on them: element, x, y, z (angstrom), force x, y, z (eV/angstrom)
Si	-0.1965	-0.0639	23.2673	0	0.0032	0.0092
Si	3.6685	0.2057	23.0961	-0.0054	0.0041	0.0168
Si	7.5526	-0.137	23.4421	-0.0005	0.0008	0.0075
Si	1.6844	1.3746	23.4158	0.0127	-0.0012	0.0116
Si	5.7354	1.4014	23.1814	0.0004	-0.0017	0.016
Si	9.4418	1.2265	23.3553	0	0.0019	0.0134
Si	0.1603	5.3121	23.4572	-0.0018	0.0151	0.0133
Si	4.125	5.2948	23.3921	-0.0157	0.0072	0.0253
Si	8.0366	5.6095	23.5434	-0.0003	0.0146	0.0178
Si	2.1592	6.5798	23.3641	0.0058	-0.0171	0.0079
Si	5.9698	6.7661	23.4759	0.0053	-0.0125	0.0081
Si	10.0131	6.8697	23.5996	-0.0105	-0.0117	0.0174
Si	1.9028	2.6662	25.3845	-0.0076	-0.0108	0.0006
Si	5.8338	2.6577	25.2477	-0.0015	-0.0174	0.0035
Si	9.6288	2.6862	25.2587	0.0023	-0.0062	-0.0088
Si	11.5954	4.0036	25.3855	0.0035	0.0079	-0.0084
Si	3.8931	3.9696	25.3225	0.0067	0.008	-0.0132
Si	7.7444	4.0935	25.3448	-0.0001	0.002	-0.0163
Si	1.9728	8.1537	25.1835	-0.0047	-0.0098	-0.0068
Si	5.7752	8.1708	25.3608	0.0032	-0.0098	-0.0095
Si	9.7097	8.2664	25.437	0.0057	-0.0082	-0.0186
Si	11.6373	9.5611	25.2583	0.0027	0.0074	0.0019
Si	3.8661	9.588	25.0629	0.0006	0.0088	-0.0015
Si	7.6906	9.521	25.4076	-0.0032	0.0078	-0.0018
Si	11.6485	-0.0116	27.2027	0.0074	0.0018	0.0028
Si	3.9031	-0.0515	27.1081	-0.0033	-0.0051	0.0097
Si	7.7624	-0.0186	27.2875	-0.0066	0.001	0.0021
Si	1.9851	1.3111	27.2823	-0.002	0.0005	-0.0075
Si	5.8324	1.3203	27.1958	0.0059	0.0124	-0.0022
Si	9.6962	1.3321	27.2028	-0.0043	-0.0011	0.0023
Si	11.5898	5.4738	27.2319	-0.0012	-0.006	-0.0032
Si	3.8467	5.4238	27.21	-0.0005	-0.0015	0.0004
Si	7.7146	5.4662	27.264	-0.0013	0.0018	0.0001
Si	1.9364	6.824	27.1633	0.0003	0.0054	0.0007
Si	5.7611	6.7986	27.2682	-0.0086	0.0047	0.0019
Si	9.6541	6.8206	27.2917	0.0095	-0.0038	-0.0008
Si	1.9416	2.7244	29.18	0.0105	-0.0019	0.0082
Si	5.7973	2.7302	29.1181	0.0001	-0.0121	-0.0109
Si	9.681	2.7289	29.1348	0.0127	0.0008	-0.0062
Si	0.0119	4.1011	29.157	-0.0079	0.0013	0.0039
Si	3.8633	4.0919	29.1634	-0.0107	-0.006	-0.0026
Si	7.738	4.0877	29.175	-0.0053	-0.005	0.0066
Si	1.9402	8.1887	29.1114	-0.0012	0.0022	-0.0084
Si	5.7958	8.1855	29.1775	-0.0127	-0.0019	0.0145
Si	9.6729	8.1926	29.2119	-0.0089	0.0066	0.0142
Si	0.0061	9.557	29.1439	0.0026	-0.0119	-0.0097
Si	3.873	9.557	29.0951	0.0144	-0.0111	-0.0201
Si	7.7354	9.5436	29.1986	0.0048	-0.0019	0.0075
Si	0.0013	-0.0037	31.0852	0	0.0257	0.0014
Si	3.8531	0.0039	31.0446	-0.0053	0.025	0.008
Si	7.7373	0.0089	31.1015	0.0023	0.0115	0.0023
Si	1.9251	1.3727	31.1117	0.0051	-0.0123	-0.0058
Si	5.795	1.3552	31.0453	0.0038	-0.0049	0.0083
Si	9.6731	1.3682	31.0795	-0.01	-0.0176	0.0093
Si	0.0098	5.4713	31.0919	0.0015	0.0085	0.0024
Si	3.8704	5.4767	31.0886	0.0027	0.0122	-0.0003
Si	7.7405	5.4671	31.1083	-0.0017	0.007	0.0091
Si	1.9401	6.8461	31.0656	-0.0066	-0.0112	0.0022
Si	5.8049	6.8294	31.1068	0.001	0.0069	-0.0047
Si	9.6761	6.8324	31.1423	0.007	-0.0099	-0.0058
Si	1.9268	2.7497	0.9825	0.0028	0.0158	-0.001
Si	5.7969	2.7981	0.8646	0.0028	-0.0107	-0.0034
Si	9.6717	2.7333	0.9617	0.0042	0.0182	-0.0048
Si	-0.0107	4.118	0.9633	-0.0126	-0.017	0.0029
Si	3.848	4.1339	0.9809	-0.0045	-0.0242	0.005
Si	7.7571	4.1259	0.9981	0.0048	-0.0185	0.009
Si	1.9249	8.2151	0.9462	0.0111	0.0188	-0.008
Si	5.7953	8.2173	0.9606	0.0062	0.0024	0.0042
Si	9.6703	8.2223	1.0108	-0.0083	0.0188	0.0078
Si	-0.0025	9.5966	0.9796	-0.0046	-0.0166	-0.0046
Si	3.8644	9.5837	0.9319	-0.0002	0.0064	0.0235
Si	7.7289	9.5763	0.9656	-0.003	0.0046	0.0069
Si	11.6101	0.0283	2.9237	0.0022	0.0185	0.0012
Si	3.8038	-0.0205	2.9121	-0.0321	-0.0186	-0.0237
Si	7.7888	-0.0177	2.9116	0.0305	-0.011	-0.0198
Si	1.9236	1.4222	2.9339	0.012	-0.0146	-0.0006
As	5.81	1.3759	2.8314	0.0054	0.0377	-0.0178
Si	9.6727	1.406	2.9256	-0.0134	-0.0168	-0.0093
Si	11.5644	5.5073	2.8765	-0.0042	0.0197	0.0037
Si	3.875	5.5061	2.9174	0.0198	0.0355	0.0039
Si	7.7353	5.5229	2.9257	-0.0115	0.0312	-0.0052
Si	1.9109	6.8333	2.864	-0.0067	-0.0324	0.0034
Si	5.8072	6.8707	2.8914	0.0025	-0.0205	0.0094
Si	9.6594	6.9105	2.9798	0.0047	-0.0273	0.0021
Si	1.9089	2.8355	4.8388	-0.0184	-0.005	0.0152
Si	5.8309	2.7536	4.8052	0.0303	-0.0516	0.0476
Si	9.6001	2.7998	4.8458	-0.0005	-0.009	0.0183
Si	11.5402	4.143	4.7897	0.0053	0.0055	-0.0072
Si	3.9059	4.1085	4.8289	-0.0279	0.0223	-0.0122
Si	7.7298	4.2189	4.89	-0.006	0.0081	-0.0103
Si	1.8822	8.1549	4.8057	0.0065	0.0049	0.0007
Si	5.8094	8.2533	4.802	0.0054	-0.0015	-0.0175
Si	9.6636	8.3304	4.9205	-0.0154	0.0088	-0.0064
Si	11.6318	9.6656	4.8963	0.0053	-0.014	0.0087
Si	3.8251	9.4836	4.8149	-0.0003	-0.0032	0.0155
Si	7.7114	9.6822	4.919	0.0023	-0.0129	0.0188
Si	11.5915	0.2345	6.7912	-0.0159	0.0474	-0.0054
Si	3.7368	-0.0551	6.6823	0.0031	0.0338	-0.0337
Si	7.7214	0.062	6.9443	-0.0116	0.0279	-0.0301
Si	2.039	1.5124	6.7788	0.0189	-0.0406	-0.0334
Si	5.7066	1.251	6.6545	0.0102	-0.0023	-0.0561
Si	9.646	1.533	6.8511	0.0182	-0.0376	-0.0408
Si	11.5237	5.5028	6.7124	0.0008	0.0353	-0.016
Si	3.9836	5.4343	6.8055	-0.0068	0.0309	-0.001
Si	7.7419	5.6735	6.8492	-0.0237	0.0331	-0.0202
Si	1.9766	6.6484	6.6605	0.0038	-0.0266	-0.0206
Si	5.8145	6.9749	6.7648	0.0138	-0.0162	-0.0252
Si	9.7543	7.0501	6.9292	0.0208	-0.0366	-0.0129
O	10.003	7.9701	8.3144	0.0071	0.0347	0.0123
O	7.6729	9.9291	8.2346	-0.0155	-0.0361	0.0218
O	7.4054	4.7317	8.174	0.0054	-0.023	0.0339
O	3.3524	10.3499	8.2232	-0.0025	-0.0254	0.0411
O	2.0539	7.5493	8.0335	-0.0008	0.0187	0.0187
O	3.9924	4.5961	8.2608	0.003	-0.0263	0.0012
O	9.782	2.461	8.2289	0.0103	0.0482	0.0238
O	2.6122	2.3464	8.1294	0.0199	0.026	0.0128
O	11.3867	4.5841	8.0819	-0.0131	-0.0313	0.0149
O	5.3535	2.4074	7.7829	-0.0346	0.0435	0.025
O	5.8199	7.9856	8.0904	0.0115	0.0303	0.0265
O	11.2983	10.3194	8.1631	-0.0187	-0.0429	0.0172
O	11.2772	10.0875	21.7933	-0.0031	-0.024	0.003
O	3.2216	10.7199	21.5255	0.007	-0.0144	-0.0128
O	5.7784	7.7637	22.1576	0.0087	0.0326	-0.0057
O	4.2234	4.4455	21.9487	0.0176	-0.0217	-0.0082
O	7.6813	9.679	22.1925	-0.0078	-0.017	0.0036
O	10.3295	7.6736	22.1865	0.0093	0.0293	-0.0086
O	1.6121	2.4041	22.1188	-0.012	0.0171	-0.0009
O	5.9483	2.4359	21.8806	-0.0022	0.0246	-0.0064
O	8.4458	4.6995	22.2156	-0.0009	-0.0137	-0.0101
O	-0.0753	4.4512	22.0388	0.005	-0.0269	-0.0013
O	2.3393	7.3628	21.9235	-0.0021	0.0113	-0.0223
O	9.1265	1.8817	21.8645	0.0003	0.0146	-0.0156
Si	1.9243	7.7813	9.621	0.0044	0.0203	0.0211
Si	5.039	0.5817	17.6884	-0.0043	-0.0032	-0.0168
Si	2.4873	5.4158	14.0282	-0.0085	0.0002	0.0328
Si	10.5606	3.8582	14.0543	0.0029	0.0052	0.024
Si	8.2777	2.3865	15.2638	-0.0018	-0.0058	0.0166
Si	9.5491	2.2445	20.3356	0.0035	0.0021	-0.0146
Si	10.5111	3.6586	9.0953	-0.0045	-0.0042	-0.0064
Si	0.0376	2.3116	11.5774	-0.0044	0.0005	0.0389
Si	11.023	8.1292	15.4012	-0.0069	0.0013	0.0126
Si	5.1591	6.9341	14.0026	0.0048	-0.0014	0.0284
Si	5.7584	2.61	11.1273	-0.0031	0.0119	0.0401
Si	8.5792	7.6701	19.3882	0.0009	-0.0035	-0.025
Si	8.1196	4.8461	20.6278	-0.0007	-0.0028	-0.0227
Si	5.9166	9.5851	15.2073	-0.0004	0.0022	0.0178
Si	2.1143	7.6345	20.3365	-0.0074	0.0106	-0.011
Si	1.9266	4.8892	18.7871	0.0011	-0.0041	-0.0149
Si	4.4964	3.442	18.0139	-0.0057	0.0034	-0.0105
Si	8.5046	8.9246	16.8163	-0.0025	-0.0016	-0.0058
Si	0.834	9.4773	13.3104	0.0005	0.0048	0.0352
Si	9.9133	10.6529	11.7385	-0.0005	-0.0019	0.043
Si	5.353	3.7046	21.0132	-0.0055	0.0005	-0.0021
Si	0.58	5.518	16.2677	0.0002	-0.0035	0.007
Si	10.7861	9.1508	9.1662	0.0027	-0.0042	-0.0085
Si	6.5648	8.8947	21.2851	-0.0045	-0.0069	-0.0094
Si	7.1117	7.1088	11.5026	0.0063	0.0015	0.0358
Si	2.676	0.7336	12.232	0.0038	-0.0055	0.0368
Si	10.8924	8.6812	21.0376	0.0063	0.0032	-0.0087
Si	6.0417	4.3297	15.6384	-0.0025	0.0023	0.0123
Si	7.0854	0.4854	12.9868	-0.0002	-0.0008	0.038
Si	4.0582	2.9875	8.6017	0.0029	-0.0008	-0.0144
Si	0.8775	6.7403	11.905	0.0042	-0.0014	0.0422
Si	6.5717	9.0489	9.0918	-0.0021	0.0131	-0.0066
Si	0.6662	3.2905	21.1416	-0.0016	0.0046	-0.0132
Si	9.8026	6.5058	12.8941	-0.0096	0	0.0399
Si	7.7157	4.5397	9.7663	0.0055	-0.0094	0.0188
Si	3.9842	10.074	20.2162	-0.0045	-0.0038	-0.0087
Si	4.2608	3.0403	13.5349	0.0036	-0.0025	0.0326
Si	3.8538	10.0118	9.7532	-0.001	-0.0045	0.0071
Si	8.0565	0.7773	18.034	0.0069	0.0024	-0.0191
O	11.5134	3.2229	12.9067	-0.0059	0.005	-0.0088
O	9.3412	4.4818	9.8931	-0.0057	0.0071	-0.0142
O	8.8057	3.606	19.8548	0.0007	-0.004	0.0174
O	4.0383	-0.0598	18.8095	0.0044	0.0091	0.0032
O	11.3223	4.533	15.3145	-0.0032	-0.0033	-0.0059
O	9.8575	9.7871	10.3417	-0.0071	0.0124	0.001
O	3.7708	1.533	13.1434	0.0025	0.0075	-0.0176
O	0.6575	9.0489	14.8724	0.0034	-0.0018	-0.0057
O	6.4756	0.9756	18.3845	-0.0018	-0.0012	0.0147
O	4.7591	3.1662	19.6067	-0.0084	-0.0062	-0.0092
O	6.2564	1.1769	11.7483	0.0042	-0.0073	-0.0259
O	0.5584	8.6405	9.8632	0.014	-0.0012	-0.0203
O	5.6457	4.3185	17.2316	0.0048	0.0016	0.0031
O	8.4437	7.1991	12.401	0.0075	-0.0006	-0.0193
O	4.4225	2.6162	10.1459	0.0144	-0.006	0.0063
O	2.0653	5.6446	15.5828	0.0029	-0.001	-0.008
O	3.3813	0.0609	10.9308	-0.0095	0.0135	-0.0047
O	5.8829	7.2208	12.5592	-0.0081	-0.0017	-0.0175
O	2.3055	6.3537	19.3718	-0.0011	-0.0125	0.011
O	0.6484	4.9305	17.781	-0.006	0.0026	0.0024
O	8.4174	10.6895	12.3821	-0.0058	0.0035	-0.0216
O	5.473	10.0888	9.6805	-0.007	0.0036	-0.0142
O	0.5985	8.1963	20.2011	0.0047	-0.0055	0.0146
O	9.7657	2.5991	14.6829	-0.0022	0.0004	-0.0141
O	2.0055	10.5885	13.2353	-0.0045	-0.0036	-0.0156
O	9.9435	9.1053	16.0985	0.0058	-0.002	-0.0007
O	6.1441	10.3491	13.7768	0.0023	-0.0013	-0.0169
O	7.4567	1.5964	14.1098	-0.0002	0.0041	-0.0096
O	1.6512	3.923	20.0446	0.0117	0.0127	0.0016
O	5.9078	5.7962	14.925	-0.0032	-0.001	-0.0093
O	7.3373	8.9398	15.6948	-0.0031	0.003	-0.0033
O	1.514	1.6649	11.6064	0.0019	-0.002	-0.0265
O	7.1884	8.2941	10.3819	0.0038	-0.0157	-0.0029
O	4.3262	1.9893	17.2791	0.0005	-0.0018	0.0061
O	7.0389	3.1627	10.2887	-0.0073	-0.0059	-0.0209
O	11.5375	7.0024	16.4446	-0.0002	0.0012	-0.0006
O	8.2838	10.1376	17.842	-0.0001	-0.0033	0.0125
O	3.2803	8.5305	10.1116	-0.0036	-0.0087	-0.0212
O	7.5891	3.8415	15.5199	-0.0017	-0.0023	-0.0043
O	3.1388	4.3032	17.8976	0.004	-0.0043	0.0081
O	2.8978	3.8873	13.7016	0.0027	0.0017	-0.0197
O	1.3372	8.2054	12.4402	-0.0034	0.0057	-0.0212
O	1.2044	5.6779	13.0731	0.0037	-0.0049	-0.0187
O	4.9679	8.3049	14.8692	-0.0038	-0.0007	-0.0091
O	11.1713	2.3929	20.334	-0.0047	-0.0053	0.0146
O	10.9841	9.9936	12.7686	0.0095	-0.0024	-0.0154
O	5.2834	3.575	12.3612	-0.0025	0.0011	-0.0156
O	5.0889	3.2051	14.9195	-0.0024	-0.0014	-0.0086
O	6.4881	4.8027	20.5658	0.0007	0.0003	0.0144
O	8.3989	1.5634	16.6555	0.0015	0.0083	-0.0055
O	10.413	1.2396	11.457	0.0028	-0.0016	-0.0283
O	10.8738	6.6153	11.6577	-0.0008	0.0009	-0.0215
O	3.2558	8.6768	19.8513	0.0024	0.0004	0.0154
O	1.7158	6.4359	10.5271	-0.0015	-0.0121	-0.016
O	7.1609	8.2033	19.9619	0.0065	-0.0048	0.0081
O	8.501	7.583	17.7579	-0.0027	0.0016	-0.0037
O	3.6732	6.4256	13.6173	0.0016	-0.0006	-0.0164
O	9.5686	4.9563	13.3467	0.0027	-0.0005	-0.0194
O	5.5129	9.9957	20.7608	-0.0112	0.0031	0.0127
O	10.334	7.3653	14.1499	0.0027	-0.0017	-0.0149
O	8.7798	6.1691	19.9727	0.0022	0.0092	0.0148
O	7.0648	5.7177	10.6616	-0.0046	0.0117	-0.016
O	5.2658	10.5459	16.3769	0.0039	-0.0063	-0.004
O	9.0537	1.1448	19.2599	-0.009	-0.0103	0.0069
O	11.5813	3.1656	10.1946	0.0139	-0.0078	-0.004
O	9.7372	8.7099	19.8922	-0.0139	-0.0054	0.0062

Results
free energy: -148857.952 eV
free energy less fixed offsets of As -4856.12, O -568.88, Si -635.61 eV per atom: -3.572 eV

The program warned: the cutoff lies below the one the program advises for these potential files; the forces do not sum to zero within the program's tolerance; the exchange-correlation potential is rough where the density is thin.
